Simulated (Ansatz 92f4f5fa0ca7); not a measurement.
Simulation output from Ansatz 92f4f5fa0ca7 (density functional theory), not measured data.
Periodic cell of 259 atoms, Si165O94, from a study of silicon, its oxide and their interface. The atomic structure is a simulated model.
Doubt: the cutoff is far below the 930 eV that the study's wrapper takes by default for these files, so forces and energies are approximate.
This geometry differs little from another in the collection (a relaxation step or a small displacement).

Settings: functional PBE; potential files Ansatz PAW; basis plane waves; wave-function cutoff 580 eV; density cutoff ratio 5; exchange-correlation grid ratio 1; k mesh 1 x 1 x 1, Gamma-centred; self-consistency stop 5e-08 eV per atom in the density residual; occupations fixed; spin none; net charge 0.

Cell vectors (angstrom)
a	10.938	0	0
b	0	10.938	0
c	0	0	38.3515

Atoms: element, x, y, z (angstrom)
Si	0	0	0.683
Si	5.469	0	0.683
Si	2.7345	2.7345	0.683
Si	8.2035	2.7345	0.683
Si	0	5.469	0.683
Si	5.469	5.469	0.683
Si	2.7345	8.2035	0.683
Si	8.2035	8.2035	0.683
Si	1.3673	1.3673	2.0503
Si	6.8362	1.3673	2.0503
Si	4.1018	4.1018	2.0503
Si	9.5708	4.1018	2.0503
Si	1.3673	6.8362	2.0503
Si	6.8362	6.8362	2.0503
Si	4.1018	9.5708	2.0503
Si	9.5708	9.5708	2.0503
Si	2.7345	0	36.3
Si	8.2035	0	36.3
Si	0	2.7345	36.3
Si	5.469	2.7345	36.3
Si	2.7345	5.469	36.3
Si	8.2035	5.469	36.3
Si	0	8.2035	36.3
Si	5.469	8.2035	36.3
Si	4.1018	1.3673	37.6672
Si	9.5708	1.3673	37.6672
Si	1.3673	4.1018	37.6672
Si	6.8362	4.1018	37.6672
Si	4.1018	6.8362	37.6672
Si	9.5708	6.8362	37.6672
Si	1.3673	9.5708	37.6672
Si	6.8362	9.5708	37.6672
Si	2.6705	2.0318	26.299
Si	4.6246	-3.4526	24.4397
Si	7.6668	2.4956	20.9198
Si	8.1884	5.8989	28.6611
Si	0.1914	1.193	30.4842
Si	8.34	3.6482	26.6549
Si	7.0643	11.9354	27.8247
Si	11.3499	10.1422	23.9514
Si	2.7505	-2.1637	28.5231
Si	1.9217	4.4955	28.1301
Si	5.0866	3.0813	31.0271
Si	11.7295	-0.3967	27.0147
Si	0.3636	8.5312	30.4933
Si	10.162	6.2389	23.9556
Si	6.6005	7.2178	17.777
Si	10.7978	15.0935	17.3626
Si	1.3915	-1.3772	32.3509
Si	7.6414	0.1207	30.9944
Si	-0.0583	3.508	30.4115
Si	8.7823	4.9646	30.7683
Si	2.4179	7.2799	20.3536
Si	6.9691	4.0566	32.1217
Si	-0.4968	10.3304	29.0339
Si	5.4001	8.4145	30.7801
Si	4.0288	1.5323	32.4672
Si	9.4695	1.0736	32.1954
Si	1.4663	4.1664	32.1502
Si	10.5258	5.6148	26.887
Si	4.2085	6.753	32.0101
Si	9.7747	6.8921	31.8664
Si	2.4365	11.2905	31.2137
Si	6.7084	9.4889	32.37
Si	-0.0923	-0.1339	33.6762
Si	5.422	0.022	33.6676
Si	2.6046	2.8086	33.724
Si	8.2951	2.7009	33.5154
Si	0.0941	5.5923	33.4561
Si	5.578	5.467	33.4906
Si	2.8265	8.1061	33.5087
Si	8.2825	8.1105	33.4458
Si	1.2896	1.321	34.9704
Si	6.8742	1.3873	34.9321
Si	4.1236	4.1519	34.9275
Si	9.6317	4.1601	34.8578
Si	1.4074	6.8594	34.9308
Si	6.8789	6.8334	34.9014
Si	4.079	9.541	34.9469
Si	9.4997	9.4685	34.974
Si	2.7264	0.007	3.4026
Si	8.2271	0.0057	3.3999
Si	-0.0341	2.7249	3.4263
Si	5.4954	2.7615	3.3913
Si	2.7091	5.4711	3.4149
Si	8.2039	5.4805	3.437
Si	0.0109	8.2118	3.4168
Si	5.4677	8.18	3.4192
Si	4.0793	1.436	4.6979
Si	9.5423	1.3632	4.8329
Si	1.2696	4.1609	4.7673
Si	6.8535	4.083	4.8121
Si	4.0805	6.8164	4.7979
Si	9.5552	6.885	4.7974
Si	1.376	9.5773	4.7862
Si	6.8942	9.5478	4.7224
Si	-2.8717	0.0376	8.9612
Si	5.4849	0.0133	5.9219
Si	2.684	2.8129	6.0437
Si	8.1553	2.6954	6.2521
Si	4.005	4.0988	7.521
Si	2.7276	5.633	8.885
Si	-0.6612	13.1269	19.4108
Si	8.2525	8.2677	6.2098
Si	4.2207	-1.2962	7.3474
Si	2.2513	-1.5269	9.9306
Si	5.7586	2.0894	16.7753
Si	12.236	6.8977	7.5291
Si	6.6674	12.2082	7.484
Si	4.8219	2.1906	8.7102
Si	8.0246	5.4786	8.9636
Si	9.6255	9.6537	7.6761
Si	-1.0325	3.8164	14.3154
Si	12.2914	1.6225	17.5181
Si	-1.1056	2.1202	10.4971
Si	3.1348	0.3181	8.6531
Si	3.4619	8.7449	11.901
Si	9.5146	4.0876	7.6347
Si	1.9102	7.3474	23.4115
Si	5.4439	5.4203	6.1487
Si	0.0025	-0.0126	6.1656
Si	5.6002	-2.6325	8.7401
Si	1.3594	4.3366	10.2655
Si	10.7381	0.8981	13.229
Si	-0.1041	5.5001	6.2031
Si	10.3194	4.9647	11.5133
Si	2.7332	8.2142	6.1671
Si	5.8961	14.8981	10.9867
O	10.5355	26.6936	13.1697
O	32.8788	10.3294	25.5472
O	-10.1875	-4.7325	23.3876
O	9.4736	4.8298	23.5505
O	5.3979	-25.5938	25.8595
O	-21.8503	-5.3292	18.0992
O	-4.5006	20.7888	11.6193
O	1.9412	-12.4929	27.2203
O	-30.1862	7.3913	21.9525
O	9.4096	14.5309	11.1453
O	0.832	-3.6154	19.9711
O	3.5081	12.513	14.4193
O	-15.8944	11.2685	24.7579
O	15.293	10.0074	17.8923
O	46.8344	38.7587	19.7026
O	-30.3242	19.215	17.1691
O	-14.7214	-3.3054	16.3113
O	-37.4009	30.229	13.8581
O	2.3288	3.619	11.4658
O	-2.4095	-9.6032	9.9077
O	17.7991	14.1224	17.3143
O	-8.5381	13.3279	24.7225
O	9.6999	6.351	28.1007
O	28.6444	-6.0655	9.9401
Si	8.1203	21.0158	28.8961
Si	5.5345	9.4786	12.9423
Si	-2.8218	25.8108	23.5602
Si	-21.6139	-19.0466	8.7947
Si	-17.751	0.4857	18.6508
Si	-14.7031	20.1708	10.2776
Si	-0.1346	27.9098	19.6871
Si	15.8338	11.8587	21.5745
Si	24.1023	23.6444	23.2157
Si	14.7232	8.5168	18.1331
Si	1.4469	1.3644	7.406
Si	-15.944	5.7179	22.1527
Si	14.6985	-14.3511	9.8948
Si	6.5532	33.338	14.968
Si	-10.8167	8.2835	9.0702
Si	1.9739	7.4809	13.1319
Si	18.9355	-14.4355	20.3509
Si	-1.5591	28.8146	10.3098
Si	-4.101	6.8154	7.4352
Si	-4.9734	-0.9064	23.6924
Si	-4.4067	4.1776	18.5894
Si	4.072	10.2537	29.8526
Si	22.9543	3.3246	20.7671
Si	-5.4881	33.1594	26.3132
Si	-16.6326	30.0219	27.218
Si	-4.0452	18.9031	28.8855
Si	-5.1351	23.0605	29.7926
Si	-18.0192	15.5116	20.1024
Si	12.9454	-13.1976	15.6834
Si	10.4122	8.9088	14.1981
Si	13.2129	-10.3522	14.759
Si	-6.7862	24.9032	14.7554
Si	-14.4035	-13.2772	15.0479
Si	-7.5797	4.8636	30.8176
Si	-3.8118	3.0045	13.6147
Si	-7.7582	4.6407	12.4324
Si	19.7107	8.9058	22.8562
O	-1.0152	-17.7848	26.6494
O	11.3289	19.8937	15.5734
O	12.2391	2.7788	22.3091
O	-6.011	-6.7956	18.9555
O	-17.7662	0.4052	20.2577
O	-8.1394	31.8907	15.1208
O	-9.2491	40.815	29.5606
O	-11.5455	24.1219	14.073
O	-11.6596	-4.4428	25.5585
O	1.3949	11.5369	13.3967
O	-11.5045	15.2594	15.8011
O	23.2377	-10.5553	23.3491
O	-15.0436	39.3479	21.0654
O	-5.9552	7.4602	17.8337
O	46.8155	-14.8595	24.5165
O	38.1525	-15.0926	23.1922
O	3.2536	26.0266	13.9992
O	21.9742	22.9413	18.4438
O	19.3625	19.6697	21.2664
O	2.3982	-14.4591	14.7198
O	-17.179	15.7505	11.7773
O	-13.5999	14.8962	14.2482
O	-4.1329	26.6159	23.0884
O	20.6788	14.2648	18.3137
O	14.7442	7.6809	27.898
O	-31.5612	25.1439	17.4364
O	17.8731	25.181	12.0454
O	0.3564	-27.9985	20.6863
O	6.9343	27.5288	18.0516
O	-1.6668	29.32	23.3511
O	-0.9043	-11.4477	13.6957
O	-14.496	29.9225	18.959
O	5.4208	45.0684	18.1683
O	8.1221	2.2265	27.4289
O	13.1747	-4.9507	12.4959
O	-4.7728	12.8115	21.1515
O	3.7371	56.2346	22.5718
O	37.5336	4.8572	21.4724
O	-5.4945	10.8011	13.9198
O	-32.1697	-7.0031	28.9709
O	-3.5554	25.6701	19.9466
O	18.3532	-0.7606	15.5417
O	-2.0355	12.5939	20.1772
O	9.9346	20.9702	23.1208
O	-20.6403	-24.0477	23.7657
O	-19.2088	25.3283	20.2518
O	-2.6639	62.7918	10.8378
O	23.1893	1.0622	15.9932
O	18.4493	23.3332	13.9893
O	14.1682	19.4406	19.6638
O	37.5304	30.9541	24.1181
O	12.1404	16.5353	27.1428
O	-3.0928	25.3129	25.1015
O	7.5543	4.8418	27.5085
O	-32.4331	18.9623	13.1056
O	30.1758	-8.1591	22.4157
O	5.6278	10.563	22.211
O	-5.7351	13.6235	10.245
O	19.9087	30.086	14.5012
O	-12.5909	28.3536	20.0541
O	-8.256	-7.5457	27.1973
O	54.2057	23.0177	11.654
O	-30.0839	1.1531	18.1981
O	5.6712	-29.5152	14.2567
O	4.1122	23.1572	26.428
O	-6.5636	13.8962	16.3697
O	-31.3088	55.7712	26.9375
O	5.106	9.7448	26.8091
O	-3.5177	31.1723	23.6844
O	2.9986	16.0351	29.1982

Results
free energy: -158345.534 eV
free energy less fixed offsets of O -568.88, Si -635.61 eV per atom: 4.836 eV

Forces (eV/angstrom), in the order of the atoms: element, x, y, z
Si	0.0397	-0.0161	-0.031
Si	0.0164	-0.0588	0.0222
Si	-0.0288	0.0192	0.0168
Si	-0.0787	-0.0273	-0.0248
Si	-0.0341	0.01	0.0193
Si	-0.0241	0.0811	-0.0338
Si	0.0188	0.0333	-0.0172
Si	0.0044	0.026	0.017
Si	-0.1901	0.0244	-0.0035
Si	0.0806	0.004	-0.1042
Si	-0.0122	0.1358	-0.0423
Si	-0.0889	0.0238	0.0507
Si	-0.0073	0.0569	-0.1166
Si	-0.0468	-0.1589	-0.0249
Si	0.01	-0.0178	0.0811
Si	0.1706	0.0445	-0.1247
Si	-0.2695	-0.2445	0.0537
Si	-0.1459	-0.1692	0.1064
Si	-0.2684	0.2371	0.022
Si	0.0872	0.1652	-0.1288
Si	0.1744	0.2095	0.1324
Si	0.2173	-0.0907	-0.2452
Si	0.1459	-0.2117	0.1839
Si	0.2469	-0.0473	-0.135
Si	0.0192	-0.0357	-0.061
Si	-0.0155	0.0711	-0.0056
Si	0.0464	-0.064	-0.0261
Si	-0.0175	-0.0714	-0.0081
Si	-0.0179	-0.0353	0.015
Si	0.1089	-0.1183	0.0218
Si	-0.0073	0.1111	0.0414
Si	-0.0423	0.0633	0.03
Si	-0.0042	0.0035	0.0009
Si	0.0008	0.0026	0.0018
Si	-0.0041	0.0003	0.0097
Si	-0.0025	0.0173	-0.0068
Si	0.0024	-0.0325	-0.0047
Si	0.0035	-0.0014	-0.0062
Si	0.0002	0.0164	-0.0027
Si	-0.0016	-0.0012	0.0012
Si	0.0274	0.0134	0.0102
Si	0.0033	0.0026	0.0034
Si	-0.0078	-0.0113	-0.0122
Si	0.0089	-0.0022	-0.0053
Si	0.0157	-0.0204	-0.0061
Si	0.0003	0.0026	0.0007
Si	-0.0004	0.0032	0.0013
Si	0	0.0058	-0.004
Si	-0.0109	0.0089	0.0174
Si	-0.01	0.0091	-0.0036
Si	-0.0061	-0.0078	0.0092
Si	0.0037	-0.007	0.0142
Si	0.0008	0.0011	0.0056
Si	-0.0008	0.005	0.0137
Si	-0.0136	0.0225	0.0096
Si	-0.0106	-0.0045	0.0256
Si	-0.0162	-0.0011	0.0139
Si	-0.0073	0.0156	-0.0052
Si	-0.0049	0.0034	0.0086
Si	0.0034	-0.0009	-0.0046
Si	0.0005	0.0048	-0.01
Si	-0.0078	0.0084	0.0029
Si	0.015	0.0222	0.0053
Si	-0.01	-0.0072	-0.0122
Si	-0.0019	-0.0139	0.0129
Si	-0.0058	0.0034	0.011
Si	0.0211	-0.0075	0.0191
Si	0.0037	-0.0023	0.0052
Si	0.0015	-0.0017	-0.0005
Si	0.0021	-0.006	-0.0033
Si	0.0076	-0.0045	0.0042
Si	-0.0034	0.0033	0.0026
Si	0.0041	0.0008	-0.0042
Si	0	-0.0034	-0.0012
Si	-0.0217	0.0079	0.002
Si	-0.0092	-0.0033	-0.0014
Si	-0.0013	0.0067	0.0016
Si	0.0032	-0.0027	0.0028
Si	0.0039	0.004	-0.0062
Si	0.0124	0.0026	-0.0012
Si	0.0018	0.0013	0.0036
Si	-0.0011	-0.006	0.0013
Si	0.0009	0.0055	-0.0005
Si	-0.0073	-0.0051	0.003
Si	0.0014	0.0019	-0.0021
Si	-0.0008	-0.0014	0.0021
Si	-0.0008	-0.0008	-0.0002
Si	0.0051	0.0035	0.0004
Si	0.0053	0.005	0.0032
Si	0	-0.0031	0.0008
Si	-0.0006	-0.0081	0.0033
Si	-0.0056	0.0013	-0.0036
Si	-0.0025	-0.0027	0
Si	0.004	0.0035	0.0029
Si	-0.0003	0.0048	-0.0022
Si	-0.0054	0.0068	0.0046
Si	0.0086	0.0042	0.0083
Si	-0.0088	-0.0144	-0.0057
Si	0.0081	-0.0032	-0.0111
Si	0.0032	0.0071	0.0051
Si	-0.0171	-0.0078	0.0142
Si	0.0316	0.0082	0.0227
Si	-0.0072	-0.0052	-0.001
Si	0	-0.0003	-0.0079
Si	-0.0024	0.0309	-0.0247
Si	0.0261	-0.0337	0.0814
Si	-0.0103	0.0073	0.0194
Si	-0.0008	0.0066	-0.0032
Si	-0.0124	-0.0077	0.0096
Si	0.0051	0.0105	-0.0014
Si	-0.0166	0.0024	-0.0272
Si	-0.0007	-0.0019	0.0041
Si	0.0028	-0.0081	0.0078
Si	0.0055	-0.0084	-0.0079
Si	0.029	-0.0251	-0.0482
Si	0.0159	0.0011	-0.0344
Si	-0.0417	0.0673	0.0249
Si	0.0184	-0.0017	0.0033
Si	-0.0012	-0.0001	0.0025
Si	0.0077	-0.0014	-0.0037
Si	0.0022	-0.0032	-0.0014
Si	-0.0052	-0.0171	0.0348
Si	0.0118	-0.0145	-0.0349
Si	0.0027	-0.0041	-0.0061
Si	-0.0102	-0.007	0.0094
Si	0.0039	-0.0089	0.0339
Si	0.0006	0.0043	0.0131
Si	-0.0083	-0.0036	0.0006
O	-0.0011	0.0047	-0.0228
O	-0.0005	0.0019	0.0058
O	-0.0012	-0.0003	0.0008
O	-0.0017	-0.0012	0.0034
O	-0.0061	0.0021	-0.0003
O	-0.0008	-0.0028	0.0013
O	-0.0067	-0.002	0.026
O	-0.0116	0.0027	-0.0066
O	-0.0013	0.0008	-0.0017
O	-0.0173	0.0104	0.0311
O	-0.0022	-0.0014	0.0001
O	0.0077	0.0079	0.0026
O	-0.0016	0.002	0.0021
O	0.0009	0.0056	0.0014
O	-0.0009	-0.0009	0.0006
O	0.0006	-0.0003	0.0038
O	-0.0016	0.0001	0.004
O	0.0126	0.0026	0.0099
O	-0.0052	0.0036	0.0021
O	-0.006	0.006	0.0071
O	-0.0002	-0.0043	-0.005
O	-0.0012	-0.0005	0.0004
O	-0.0004	-0.0026	0.0031
O	0.006	0.0042	-0.0015
Si	0.0014	-0.0394	0.0211
Si	-0.0411	-0.0332	-0.0386
Si	-0.0016	0.002	-0.0003
Si	-0.0125	0.0166	0.0151
Si	-0.0028	-0.0032	0.0037
Si	-0.002	0.0147	-0.0379
Si	-0.0028	0.0063	0.0014
Si	0.0012	-0.0016	0.0072
Si	0.0016	-0.0036	0.0057
Si	-0.0045	-0.0017	0.0005
Si	0.0003	0.0029	0.0009
Si	-0.003	0.0039	0.001
Si	-0.0188	-0.0544	-0.0917
Si	0.0038	-0.0214	-0.0106
Si	0.0133	0.0122	-0.007
Si	0.0209	0.011	-0.0101
Si	-0.0015	0.0014	0.0066
Si	-0.0141	0.0258	0.0018
Si	0.0087	-0.0091	0.0121
Si	-0.0011	-0.002	0.0032
Si	-0.0022	0.0051	0.0066
Si	-0.0065	-0.0152	-0.0077
Si	0.0081	0.0086	0.0126
Si	-0.0053	-0.013	-0.0098
Si	0.0194	-0.0119	0.0181
Si	0.0055	0.021	-0.0154
Si	-0.0019	0.0091	0.0362
Si	0.0012	0.0043	0.0061
Si	0.0009	-0.0024	-0.008
Si	0.0042	0.0013	-0.0014
Si	-0.0029	-0.0098	-0.0061
Si	-0.0153	0.0068	-0.0088
Si	0.0009	-0.0065	-0.0058
Si	0.0158	0.021	0.0047
Si	0.0018	0.008	-0.0159
Si	0.0015	0.0054	-0.0021
Si	-0.0015	0.0011	0.0036
O	-0.0011	-0.0022	0.0041
O	-0.0011	0.0022	0.0046
O	-0.0042	0.0028	-0.0053
O	0.0009	-0.0014	-0.0014
O	-0.0014	0.0009	-0.0035
O	0.0003	0.0012	0.0062
O	-0.009	-0.0007	0.0031
O	-0.0034	0.0072	0.0003
O	-0.0027	0.0021	-0.0004
O	-0.0041	0.0041	0.0041
O	-0.0007	0.0007	0.005
O	-0.0005	0.003	0.0019
O	0.0001	0.0006	-0.0014
O	0.003	-0.0001	0.0008
O	-0.0034	-0.0005	0.002
O	0.0007	-0.001	0.0021
O	0.0048	-0.0075	0.0095
O	-0.0005	0.0053	0.0031
O	-0.0004	-0.0008	-0.0006
O	-0.0042	0.0011	0.0091
O	0.0004	0.0015	0.0011
O	-0.0026	0.0006	0.001
O	0.0031	-0.0043	0.006
O	-0.0009	-0.001	0.002
O	-0.003	-0.0191	-0.0168
O	-0.0013	-0.0008	0.0049
O	0.0028	-0.0025	0.0079
O	-0.0004	-0.0075	0.0011
O	-0.0005	-0.0017	0.0011
O	-0.0005	-0.0002	0.0022
O	0.0001	-0.0017	0.0013
O	-0.0014	-0.0003	-0.0011
O	0.0012	0.0011	-0.006
O	-0.0021	-0.0025	0.0036
O	-0.0051	-0.0079	0.0023
O	0.0011	0.0019	-0.0006
O	-0.0008	0.0012	0.0005
O	-0.0021	-0.0018	-0.0011
O	0.0136	0.0239	0.0256
O	0.005	0.0103	-0.0117
O	-0.0003	0.0012	-0.0024
O	-0.0051	0.0128	0.0041
O	0.0048	0.0018	-0.001
O	-0.0008	0.0001	0.0008
O	-0.0003	0.0006	0.0021
O	-0.006	-0.0033	0
O	0.0188	-0.0214	0.0055
O	-0.0017	0.0058	0.0122
O	-0.0029	0.0051	0.006
O	-0.0005	0.0015	0.0024
O	-0.001	0.0016	0.005
O	-0.0015	0.0033	-0.0005
O	-0.0016	0.0003	0.0052
O	-0.0006	0.0011	0.0102
O	-0.0042	-0.0021	0.0013
O	0.0002	-0.0004	-0.0013
O	-0.0017	0.002	0.0002
O	0.0007	0.0007	0.0031
O	-0.0032	-0.0006	0.0033
O	0.001	-0.001	0.0002
O	0.0001	-0.004	0.0025
O	-0.0068	0.0062	0.0154
O	-0.0046	0.0019	0.002
O	0.0036	-0.0033	0.0072
O	0.0062	-0.0026	0.0034
O	0.0041	-0.0012	0.0022
O	-0.0019	-0.0006	0.0018
O	-0.0044	0.0105	-0.005
O	0.0004	0.0007	0.0013
O	-0.0057	-0.003	-0.0003

The program warned: the cutoff lies below the one the program advises for these potential files; the exchange-correlation potential is rough where the density is thin.
